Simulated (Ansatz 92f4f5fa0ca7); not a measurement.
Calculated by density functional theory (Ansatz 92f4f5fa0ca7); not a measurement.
Periodic cell of 237 atoms, Si146O90As1, from a study of silicon, its oxide and their interface. The atomic structure is a simulated model.
Doubt: the cutoff is far below the 930 eV that the study's wrapper takes by default for these files, so forces and energies are approximate.

Settings
functional: PBE
potential files: Ansatz PAW
basis: plane waves
wave-function cutoff: 580 eV
density cutoff ratio: 5
exchange-correlation grid ratio: 1
k mesh: 1 x 1 x 1, Gamma-centred
self-consistency stop: 5e-08 eV per atom in the density residual
occupations: fixed
spin: none
net charge: +1 e, with a uniform compensating background and no finite-size correction

Cell vectors (angstrom)
a  11.6015  0  0
b  0  10.938  0
c  0  0  32.0622

Atoms and the computed forces on them: element, x, y, z (angstrom), force x, y, z (eV/angstrom)
Si  -0.1938  -0.0673  23.2712  -0.0042  0.0024  0.0048
Si  3.6697  0.2018  23.1037  0.0006  0.0007  0.0046
Si  7.552  -0.1414  23.4459  0.0002  0.0014  0.0046
Si  1.6869  1.3734  23.4201  0.0019  -0.0024  0.0037
Si  5.7362  1.399  23.1857  0.0016  -0.0013  0.0033
Si  9.4426  1.2213  23.3619  0.0029  0.0026  0.0072
Si  0.1603  5.3132  23.455  0.0001  0.0013  0.0064
Si  4.1242  5.2917  23.3998  -0.0005  0.0013  0.0038
Si  8.035  5.6054  23.5486  -0.0005  0.0019  0.0017
Si  2.1609  6.5785  23.3661  -0.0004  -0.0016  -0.001
Si  5.969  6.7625  23.4817  0.0001  -0.0018  0.0054
Si  10.0094  6.8661  23.6044  -0.0022  -0.0007  0.0031
Si  1.904  2.6637  25.3888  0.0001  0.0006  -0.001
Si  5.8352  2.6522  25.2503  -0.0006  0.0002  -0.0007
Si  9.6312  2.6827  25.263  -0.0008  -0.003  -0.0005
Si  11.5973  4.003  25.3827  0  0  0.0003
Si  3.8955  3.9665  25.3278  0.0009  0.0002  0.0002
Si  7.7453  4.0889  25.3479  0.0013  0.0011  -0.0008
Si  1.9744  8.1506  25.1857  -0.0013  -0.0014  -0.0009
Si  5.7772  8.1664  25.3661  0.0015  0.0002  -0.0003
Si  9.7127  8.263  25.4407  0.0003  -0.0002  -0.0014
Si  11.6398  9.5598  25.2632  0.0027  0.0019  0.0004
Si  3.8681  9.5852  25.069  0.0005  0.0005  0.002
Si  7.6926  9.5173  25.4116  -0.0009  0.0021  0.0002
Si  11.6512  -0.0118  27.2082  -0.0003  -0.0007  -0.0007
Si  3.9058  -0.0548  27.1147  -0.0002  0.0008  0.0009
Si  7.7625  -0.0222  27.2921  0.0003  -0.0013  0
Si  1.9883  1.3091  27.2869  -0.0005  -0.0007  -0.0004
Si  5.8344  1.319  27.1984  0.0007  -0.0002  -0.0008
Si  9.6966  1.3285  27.2089  -0.0006  0.0056  0.0002
Si  11.5919  5.4695  27.2316  0.0007  -0.0003  -0.002
Si  3.8485  5.4201  27.2166  0  0.0005  -0.0024
Si  7.7165  5.4623  27.2691  -0.001  0.0003  -0.0021
Si  1.9384  6.8208  27.1652  0.0009  0.001  0.0014
Si  5.7625  6.7957  27.2752  -0.0011  0.001  0.0014
Si  9.6568  6.817  27.2959  0.0009  0.0005  0.0017
Si  1.9476  2.721  29.1864  0.003  0.0008  -0.0004
Si  5.7997  2.7218  29.1215  -0.0014  0.0007  -0.0008
Si  9.6822  2.7276  29.1407  0.0007  -0.0064  -0.0023
Si  0.0157  4.0937  29.1542  -0.0014  0.0018  0.0002
Si  3.8686  4.0897  29.1709  -0.0009  0.0001  0.0006
Si  7.7369  4.0852  29.1824  0.001  0.0007  0.0011
Si  1.9436  8.1876  29.1119  -0.0004  0.0003  -0.0015
Si  5.798  8.1829  29.1854  -0.0004  0  0.0011
Si  9.6748  8.1918  29.2158  -0.0007  0.0011  -0.0001
Si  0.0089  9.5538  29.1462  0.0017  0.0002  0.001
Si  3.8771  9.5559  29.1031  0.0008  -0.0018  -0.0025
Si  7.7374  9.5427  29.206  -0.0005  0.0016  0.0031
Si  0.006  -0.0006  31.087  -0.0007  0.0003  -0.0019
Si  3.8654  0.0028  31.0555  0  0.0032  -0.0001
Si  7.7312  0.009  31.1084  0.0018  -0.0035  -0.0026
Si  1.9346  1.3671  31.1169  -0.001  -0.001  0.0019
Si  5.7976  1.3695  31.059  0.0008  -0.0011  0.0029
Si  9.6713  1.3599  31.084  -0.0007  0.0087  0.0028
Si  0.0147  5.4701  31.0811  0.0014  -0.0002  0.0032
Si  3.8738  5.4754  31.0991  0.0004  0.0018  0
Si  7.7442  5.466  31.118  -0.0015  0.0011  0.0028
Si  1.9437  6.8426  31.0642  0.0008  -0.0007  -0.0009
Si  5.8084  6.8311  31.1171  -0.0011  0.0013  -0.0011
Si  9.6818  6.8261  31.141  0.0005  -0.001  -0.0003
Si  1.9364  2.7501  0.9858  0.0018  0.0009  0.0016
Si  5.7974  2.7477  0.9248  -0.0022  0.0008  0.0009
Si  9.6704  2.7441  0.9589  0.0016  -0.0144  0.0012
Si  -0.0032  4.1086  0.946  -0.004  0.0005  -0.0014
Si  3.8685  4.1189  0.9786  -0.001  -0.0027  0.0027
Si  7.7386  4.1099  0.9934  0.004  -0.0006  0.0005
Si  1.9382  8.2216  0.9358  -0.0015  0.001  -0.0025
Si  5.8008  8.2295  0.9657  0.0031  -0.001  -0.0034
Si  9.6723  8.224  1.0018  -0.0011  0.0012  -0.0008
Si  0.0031  9.5902  0.9767  0.0019  0.0001  0.0068
Si  3.866  9.5963  0.9559  0.0005  -0.0023  0.0007
Si  7.7415  9.5814  0.9778  -0.0026  0.005  0.0051
Si  11.6234  0.0344  2.9204  -0.0029  -0.0015  -0.0001
Si  3.8589  0.0223  2.9175  -0.0027  0.0019  0.0022
Si  7.7381  0.027  2.8976  0.0019  -0.0053  -0.004
Si  1.9429  1.4068  2.9312  0.0004  -0.0009  0.0004
Si  5.8106  1.3717  2.8356  0.0037  -0.0006  -0.0006
Si  9.669  1.3724  2.9053  -0.0026  0.0253  0.0006
Si  11.5743  5.5197  2.8379  0.0008  -0.0034  0.0003
Si  3.8791  5.4986  2.9153  0.0042  -0.0006  -0.0051
Si  7.7396  5.5192  2.9144  -0.0017  -0.0015  -0.0007
Si  1.9215  6.8355  2.8498  -0.001  -0.001  0.0011
Si  5.8093  6.8658  2.8865  -0.0056  0  0.0066
Si  9.6638  6.9014  2.9637  0.0016  0.0032  0.0047
Si  1.9244  2.8421  4.8244  0.0012  -0.0012  -0.0014
Si  5.843  2.7323  4.7438  -0.0096  0.0013  -0.0037
Si  9.617  2.895  4.7412  0.0104  -0.0522  -0.0142
Si  11.5836  4.183  4.7674  -0.0109  -0.0013  0.0052
Si  3.9283  4.1143  4.8413  -0.0007  -0.0023  0.0029
Si  7.7026  4.2368  4.9012  0.0035  0.0005  0.0028
Si  1.8955  8.1362  4.8101  0.0044  0.0009  -0.0032
Si  5.7957  8.2493  4.7992  0.0068  -0.0012  -0.0063
Si  9.6699  8.2918  4.9271  -0.0026  0.001  0.0032
Si  11.6309  9.6321  4.8728  -0.0024  -0.0026  -0.0031
Si  3.8147  9.494  4.7994  -0.0011  -0.0032  -0.0019
Si  7.7309  9.6413  4.8563  -0.0073  0.0019  0.0089
Si  11.667  0.177  6.7875  -0.0056  -0.0114  0.0588
Si  3.7344  -0.0537  6.6735  0.0016  0.0065  -0.0095
Si  7.6131  -0.0186  6.8802  0.0291  0.0116  -0.0442
Si  2.0581  1.5437  6.7759  0  -0.0079  -0.0035
Si  5.6754  1.3076  6.6274  0.0094  -0.0038  0.0017
As  9.6334  1.474  6.7198  -0.0381  0.0513  0.0241
Si  11.5273  5.4936  6.7143  0.0043  0.0122  -0.0112
Si  3.9824  5.438  6.8174  0.0021  0.007  -0.0017
Si  7.7374  5.6783  6.8597  -0.0045  0.0098  -0.01
Si  1.9751  6.6466  6.6768  -0.0057  -0.0081  -0.0114
Si  5.8107  6.9803  6.7661  0.0021  -0.0021  -0.0064
Si  9.7595  7.0346  6.948  0.007  -0.0041  -0.0063
O  10.0102  7.9757  8.3246  0.0066  0.0112  0.01
O  7.6657  9.9292  8.2147  -0.0144  -0.0116  0.0184
O  7.3921  4.7249  8.1756  -0.001  -0.0066  0.0356
O  3.3542  10.3747  8.2277  -0.0032  -0.0014  0.0089
O  2.0288  7.5915  8.0243  0.0014  0.0079  0.0123
O  4.0044  4.6003  8.276  0.0004  -0.0067  0.0043
O  9.6915  2.3858  8.2865  0.0402  0.0309  -0.0024
O  2.6158  2.3605  8.1372  0.0058  0.0054  0.0057
O  11.3651  4.4703  8.0069  -0.0115  -0.0214  0.0276
O  5.3583  2.3905  7.8284  -0.0083  0.0049  0.0075
O  5.8173  7.9937  8.0956  0.0005  0.0072  0.0065
O  11.2388  10.3541  8.1641  -0.0253  -0.0132  -0.0097
O  11.2803  10.0803  21.7975  0.0002  -0.0073  -0.0056
O  3.2225  10.712  21.5326  0.0006  -0.0032  -0.006
O  5.7769  7.7621  22.1636  0.0008  0.0047  -0.0045
O  4.2262  4.4413  21.9557  0.0021  -0.0037  -0.0056
O  7.6775  9.6764  22.1937  -0.0015  -0.0052  -0.0054
O  10.311  7.6768  22.1909  0.004  0.0033  -0.004
O  1.6146  2.4049  22.1231  -0.0012  0.003  -0.0025
O  5.9492  2.432  21.8814  0.0003  0.0037  -0.0024
O  8.4449  4.7001  22.2163  0.0012  -0.0026  -0.0062
O  -0.0728  4.45  22.0362  -0.0003  -0.0063  -0.0048
O  2.3497  7.3633  21.9253  -0.0015  -0.0008  -0.0118
O  9.128  1.8834  21.8727  0.0004  0.0058  -0.0084
Si  1.9213  7.8128  9.6149  -0.0049  0.008  -0.0044
Si  5.0377  0.5832  17.6961  0.0008  -0.0013  -0.002
Si  2.487  5.4232  14.026  -0.0051  0.0002  -0.0028
Si  10.558  3.8665  14.0504  0.0067  -0.0008  -0.0077
Si  8.2793  2.394  15.2755  0.0083  -0.0049  -0.0088
Si  9.5507  2.2406  20.344  -0.0021  0.0001  0.0082
Si  10.492  3.6126  9.0751  0.0076  -0.0586  -0.0071
Si  0.0341  2.3107  11.5759  -0.0092  0.0167  -0.0123
Si  11.0237  8.1339  15.408  0.0018  -0.0026  -0.0043
Si  5.1604  6.9354  14.0054  -0.0011  -0.0007  -0.0047
Si  5.7569  2.6212  11.148  -0.003  -0.0003  -0.0094
Si  8.579  7.6657  19.3895  -0.0006  0.0003  0.0001
Si  8.1199  4.8424  20.6287  -0.0008  -0.0015  0.0031
Si  5.9118  9.5862  15.2147  0.0001  -0.0006  -0.0053
Si  2.1115  7.6306  20.3403  -0.0025  -0.0003  0.0035
Si  1.9265  4.8861  18.7875  -0.004  0.0005  -0.0023
Si  4.4951  3.4431  18.0198  0.0008  0.0018  0.0008
Si  8.5013  8.926  16.8177  0.0009  0  -0.0025
Si  0.8345  9.4813  13.3169  -0.0014  -0.0016  -0.0026
Si  9.9057  10.6551  11.754  0.0027  0.0091  -0.0105
Si  5.3528  3.7016  21.0182  -0.0012  0.001  0.0062
Si  0.5781  5.525  16.269  0.0003  -0.0021  -0.0059
Si  10.7726  9.161  9.1805  0.0345  0.0251  -0.0274
Si  6.5628  8.8891  21.2877  0.0015  -0.0003  0.0053
Si  7.1191  7.1159  11.5082  0.006  0.0053  -0.0106
Si  2.6757  0.7425  12.2388  0.0001  -0.0026  -0.005
Si  10.8868  8.6763  21.0432  -0.0009  0.0028  0.0048
Si  6.0417  4.335  15.6508  -0.0013  -0.0003  -0.0028
Si  7.0798  0.4917  13.0028  0.0006  -0.0043  -0.0077
Si  4.0628  2.9956  8.625  -0.0012  -0.0041  -0.0118
Si  0.8784  6.7511  11.8999  0.0029  -0.0028  -0.0027
Si  6.5653  9.0503  9.0986  0.003  0.0061  -0.0165
Si  0.6681  3.2867  21.1435  -0.0018  0.0011  0.0038
Si  9.8072  6.5158  12.8947  -0.0079  0.0035  0.0006
Si  7.7164  4.5389  9.7653  -0.0054  0.0105  -0.0157
Si  3.9795  10.0707  20.2197  -0.0005  -0.0001  0.0059
Si  4.2599  3.0474  13.5512  -0.0002  -0.0034  -0.0024
Si  3.8575  10.0296  9.755  0.0047  -0.0058  -0.0064
Si  8.0582  0.7802  18.0416  0.0037  0.0029  -0.0048
O  11.508  3.2316  12.8979  -0.0088  0.0039  -0.0101
O  9.346  4.4746  9.8679  -0.0005  -0.0069  -0.0094
O  8.8075  3.6006  19.8588  0.0016  0  0
O  4.0358  -0.0539  18.8166  0.0007  0.0012  -0.0019
O  11.3237  4.5443  15.3057  0.0016  0.0034  0.0025
O  9.8401  9.7912  10.3524  0.0087  -0.0032  0.0055
O  3.7697  1.5422  13.1488  0.0034  0.004  0.0019
O  0.6613  9.0509  14.8777  -0.0029  -0.0024  0.0003
O  6.4763  0.9779  18.3873  -0.0012  -0.0003  0.0006
O  4.7521  3.1662  19.6116  -0.0025  -0.001  -0.0044
O  6.2561  1.1852  11.7607  0.0041  -0.0034  0.0031
O  0.5699  8.6985  9.859  -0.0177  0.0191  -0.0211
O  5.6478  4.3231  17.2427  -0.0004  -0.0009  0.0026
O  8.4513  7.2181  12.4039  0.0019  -0.0026  -0.0002
O  4.4146  2.6322  10.1736  0.0056  -0.0021  0.0081
O  2.0592  5.665  15.5757  -0.006  -0.0007  0.004
O  3.3849  0.0701  10.9382  -0.0028  0.0037  0.0049
O  5.8875  7.2197  12.5605  -0.0041  -0.0015  0.0046
O  2.306  6.3484  19.3757  -0.0047  -0.0027  0.0008
O  0.6493  4.9295  17.7771  0.0066  0.0001  0.0049
O  8.4114  10.6943  12.396  -0.0052  0.0021  -0.0007
O  5.4782  10.1046  9.6779  -0.0047  -0.0004  0.0018
O  0.5905  8.1778  20.2107  0.0046  0.0002  -0.0001
O  9.7625  2.6083  14.6786  -0.0188  -0.006  0.0044
O  2.0014  10.5966  13.2379  -0.0016  -0.0042  0.003
O  9.9384  9.1095  16.0939  -0.0014  -0.0003  0.0019
O  6.1358  10.3532  13.7836  -0.0018  -0.0038  0.0043
O  7.4532  1.5992  14.1266  0.0062  0.0091  0.0146
O  1.6506  3.915  20.0401  0.0031  0.006  -0.0054
O  5.9056  5.7986  14.93  0.0014  -0.0031  0.0024
O  7.3337  8.9391  15.695  -0.0008  0.0007  0.0005
O  1.513  1.6688  11.6048  -0.0028  0.0046  -0.0022
O  7.1916  8.305  10.386  -0.001  -0.0151  0.0129
O  4.3288  1.9913  17.2817  -0.0013  -0.0009  0.0008
O  7.0347  3.1722  10.3042  -0.002  -0.0033  0.0017
O  11.5322  7.0075  16.4537  -0.0018  -0.0014  -0.0032
O  8.2813  10.1412  17.8392  0.0007  0.0009  0.001
O  3.2878  8.5432  10.1028  -0.0027  0.0015  -0.001
O  7.5896  3.8492  15.5263  -0.0009  -0.0005  -0.0011
O  3.1375  4.3033  17.8929  -0.0009  0.0003  0.0013
O  2.8948  3.891  13.7132  -0.0013  0.0017  -0.0023
O  1.3399  8.2147  12.4371  -0.005  0.0059  0.0037
O  1.2147  5.6777  13.0528  0.0035  -0.004  0.0031
O  4.9637  8.3069  14.868  0.0003  0.0023  0.0022
O  11.173  2.3855  20.3394  0.0003  -0.0005  -0.0002
O  10.9817  9.9911  12.7738  0.0092  -0.0035  0.0045
O  5.2867  3.5865  12.382  -0.0014  0.0016  0.0035
O  5.0872  3.209  14.9345  0.0023  0.0008  0.0036
O  6.4884  4.7973  20.565  0.0001  -0.0001  0.0002
O  8.409  1.5759  16.6681  -0.0006  0.0022  -0.0019
O  10.4103  1.2373  11.4621  0.0049  -0.0042  0.0082
O  10.8741  6.6295  11.653  -0.0031  0.0002  -0.0022
O  3.2423  8.6804  19.8453  0.0027  -0.0012  -0.0001
O  1.6984  6.4611  10.5065  -0.0013  -0.0024  0.0022
O  7.1609  8.1947  19.9659  0.0025  -0.0016  -0.0012
O  8.4996  7.5845  17.7572  -0.0002  0.0007  -0.0011
O  3.677  6.4263  13.6092  0.0005  -0.0008  -0.0001
O  9.5688  4.9646  13.3369  -0.0006  -0.0027  0.0011
O  5.5097  9.9855  20.756  -0.0026  0.0025  -0.0008
O  10.3481  7.3667  14.1501  0.0041  0.0002  0.0014
O  8.7813  6.1629  19.9676  0.001  0.0033  -0.0001
O  7.0856  5.7306  10.6575  0.0091  0.0044  0.0048
O  5.2623  10.5441  16.3847  -0.0004  0.0011  0.0028
O  9.0524  1.1374  19.2713  -0.0035  -0.0039  -0.0024
O  11.5731  3.1451  10.1778  -0.0102  -0.0143  0.0068
O  9.7356  8.7074  19.8917  -0.0021  -0.0001  -0.0011

Results
free energy: -148856.768 eV
free energy less fixed offsets of As -4856.12, O -568.88, Si -635.61 eV per atom: -2.388 eV

The program warned: the cutoff lies below the one the program advises for these potential files; the forces do not sum to zero within the program's tolerance; the exchange-correlation potential is rough where the density is thin.
